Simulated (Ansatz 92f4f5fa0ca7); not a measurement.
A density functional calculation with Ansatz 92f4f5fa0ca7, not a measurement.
Periodic cell of 130 atoms, Si86O44, from a study of silicon, its oxide and their interface. The atomic structure is a simulated model.

Settings
functional: r2SCAN
potential files: Ansatz norm-conserving
basis: plane waves
wave-function cutoff: 1300 eV
density cutoff ratio: 4
exchange-correlation grid ratio: 1
k mesh: 2 x 2 x 1, shifted by 0.5 0.5 0.5 of a step
self-consistency stop: 5e-08 eV per atom in the density residual
occupations: Fermi-Dirac, 0.05 eV
spin: none
net charge: 0

Cell vectors (angstrom)
a	10.88	0	0
b	0	10.88	0
c	0	0	19.3951

Atoms: element, x, y, z (angstrom)
Si	-0.5476	-0.0536	0.2332
Si	2.3838	3.2243	-0.2106
Si	0.4641	4.8786	0.1544
Si	2.7951	7.8334	0.3757
Si	5.5623	-0.3648	0.2113
Si	8.3461	2.3055	0.1654
Si	4.9526	5.6393	-0.1686
Si	7.6834	8.2485	0.222
Si	1.0605	1.0278	1.6383
Si	3.9966	4.0982	1.348
Si	1.2975	6.5561	1.6093
Si	4.0125	9.4128	1.6112
Si	6.7455	1.2233	1.5094
Si	9.5822	3.9094	1.4401
Si	6.5812	6.6269	1.4475
Si	9.2273	9.3708	1.6367
Si	-0.0689	2.6142	2.9754
Si	2.671	-0.0807	2.9317
Si	-0.0628	8.0644	2.859
Si	2.7492	5.3445	2.9627
Si	5.373	2.7035	2.7357
Si	8.0676	-0.0325	3.0024
Si	5.3873	8.0551	2.9424
Si	8.1496	5.3599	2.7444
Si	1.3615	4.002	4.3001
Si	4.0647	1.3778	4.2175
Si	1.3266	9.4528	4.2586
Si	4.0707	6.7432	4.3474
Si	6.7918	4.0433	4.1443
Si	9.4724	1.3261	4.3608
Si	6.73	9.4661	4.3098
Si	9.4725	6.7249	4.2174
Si	0.0697	0.0168	5.6432
Si	2.772	2.731	5.6645
Si	0.0407	5.4576	5.6183
Si	2.7481	8.1971	5.627
Si	5.4885	0.0955	5.6254
Si	8.1585	2.7936	5.6179
Si	5.5531	5.441	5.6166
Si	8.1696	8.1439	5.6011
Si	1.4018	1.4465	7.0651
Si	4.1914	4.1301	6.9838
Si	1.4402	6.8305	6.9699
Si	4.1447	9.5979	6.9463
Si	6.8578	1.4961	7.0417
Si	9.5479	4.1303	6.998
Si	6.9058	6.794	7.0423
Si	9.526	9.5562	6.9069
Si	0.0728	2.9141	8.4486
Si	2.9728	0.2294	8.3384
Si	-0.0804	8.1282	8.2154
Si	2.9299	5.5834	8.3248
Si	5.5749	2.9238	8.4565
Si	8.3943	0.2255	8.304
Si	5.5691	8.2967	8.307
Si	8.2877	5.4385	8.4879
Si	1.556	4.3507	9.6921
Si	4.2557	1.5696	9.7942
Si	1.8386	9.9306	9.9513
Si	4.2962	6.9554	9.7783
Si	6.9272	4.2062	9.9957
Si	9.7017	1.5649	9.9409
Si	6.9834	9.7627	9.4972
Si	9.7013	6.825	9.754
Si	0.7207	0.6544	11.1879
Si	2.7803	2.9317	11.1063
Si	0.6591	6.0536	11.0934
Si	2.9821	8.2763	11.1541
Si	5.8514	0.2898	10.9811
Si	7.9741	2.5691	11.3821
Si	5.9771	6.0287	11.275
Si	8.2102	8.2959	10.7816
Si	-0.2044	0.3355	14.0094
Si	7.7397	3.6034	16.7573
Si	11.402	5.0581	14.0707
Si	3.385	0.8652	17.5677
Si	4.1675	-1.6102	12.8849
Si	5.231	4.9711	16.0321
Si	6.1428	7.1715	14.1012
Si	9.2858	6.2778	17.5764
Si	3.1952	3.5601	13.9572
Si	1.203	9.4558	17.6229
Si	10.9831	7.6109	15.4019
Si	9.2083	3.0695	14.2394
Si	13.6595	11.4368	14.6914
Si	8.9122	8.8535	13.7293
O	-1.445	1.1861	-0.4049
O	-0.2049	-0.9909	-1.0941
O	4.6879	0.4174	-0.9621
O	1.9411	1.8727	0.5521
O	-0.2576	5.6582	-1.1332
O	1.9388	8.2864	-0.9492
O	4.026	6.9856	-0.3066
O	3.0251	2.4615	-1.5926
O	10.278	-2.8801	-5.4094
O	11.8927	6.3265	-4.4124
O	8.3522	5.0711	-2.3332
O	4.8839	5.1411	-1.7761
O	7.5793	8.0075	-5.1703
O	12.5376	14.8254	-5.1372
O	8.4617	7.3235	-0.894
O	0.2298	-0.1713	12.5335
O	1.1546	0.4336	14.9401
O	1.61	1.9446	11.7758
O	3.5031	3.8177	12.3606
O	0.2216	5.3625	12.5109
O	1.7206	7.218	11.5519
O	0.4937	9.188	9.3491
O	5.2764	-0.5886	12.2457
O	6.9101	1.3371	11.7391
O	8.3004	3.2423	12.894
O	10.2062	1.8641	13.8857
O	5.9359	5.9862	12.9649
O	4.0773	4.4248	15.0095
O	6.9888	7.3269	11.2574
O	2.0876	-0.0791	17.8203
O	-7.7354	-0.7058	13.7595
O	7.5972	2.846	18.1767
O	9.3647	10.2892	14.4482
O	5.8347	-4.4868	15.5031
O	3.2708	1.9523	14.0394
O	3.7026	0.5202	16.0208
O	4.9732	-2.6048	13.8837
O	6.3344	3.7905	15.9933
O	9.9994	4.4473	14.5864
O	8.7477	9.0813	12.1384
O	9.7616	7.1813	16.3418
O	11.83	8.7961	16.1311
O	-4.2386	9.3984	18.9246
O	8.5465	2.699	15.6765

Results
free energy: -30563.004 eV
free energy less fixed offsets of O -463.61, Si -117.95 eV per atom: -20.464 eV
pressure: -1.51 GPa
stress xx, yy, zz, yz, xz, xy (GPa, positive in tension): 0.77, 1.18, 2.57, 3.02, 2.53, 0.21

Forces (eV/angstrom), in the order of the atoms: element, x, y, z
Si	-0.338	-0.3169	-0.4061
Si	0.5961	-0.6712	-0.0755
Si	-0.5207	0.3857	-0.6407
Si	0.0385	-0.0073	-0.8134
Si	-0.1288	-0.2871	-0.8104
Si	-0.0374	-0.1039	-0.9527
Si	-0.2393	0.3737	-0.3497
Si	-0.1383	0.0497	-0.2982
Si	0.2569	0.1593	-0.2867
Si	-0.2142	-0.012	-0.4133
Si	0.3127	0.1985	0.0087
Si	0.0208	0.0844	-0.1706
Si	0.1347	0.024	-0.0654
Si	-0.0907	-0.0739	-0.0367
Si	0.1705	0.1724	-0.5023
Si	0.1689	-0.0224	-0.3037
Si	0.0667	-0.0534	0.0283
Si	0.0769	0.0324	0.0595
Si	-0.1478	0.1155	-0.0895
Si	-0.0182	0.0026	-0.0242
Si	0.0369	0.0265	-0.0292
Si	0.0709	-0.0662	0.192
Si	-0.1936	-0.1307	-0.0214
Si	0.0911	0.098	-0.2442
Si	0.0227	-0.0363	-0.1488
Si	-0.1269	-0.0247	-0.0481
Si	-0.0035	-0.0534	-0.0978
Si	0.139	0.0808	-0.1651
Si	0.0207	0.0446	-0.0675
Si	-0.0652	-0.0793	-0.0847
Si	0.0568	0.0515	-0.0829
Si	0.0742	0.0852	0.0103
Si	-0.0063	-0.0065	0.1153
Si	0.0087	0.0884	0.0675
Si	-0.1258	-0.0529	-0.0395
Si	-0.0354	-0.0073	0.066
Si	-0.0117	-0.1597	0.0351
Si	-0.0356	-0.0567	0.0037
Si	-0.0139	0.0033	-0.0128
Si	-0.025	-0.0097	-0.0386
Si	-0.0383	-0.1186	0.1329
Si	0.034	0.0049	0.0204
Si	0.0145	0.203	0.1348
Si	-0.0834	0.1336	0.1259
Si	0.1012	0.064	-0.0126
Si	0.1017	0.0083	0.0586
Si	-0.0452	-0.0027	0.2112
Si	0.0186	0.1003	-0.1021
Si	0.0746	0.0004	-0.008
Si	-0.1111	-0.3803	-0.0363
Si	0.0984	0.1594	0.3465
Si	0.1409	0.2122	0.0546
Si	0.0672	0.039	0.143
Si	0.1853	0.1175	0.1521
Si	0.0331	-0.0724	-0.0702
Si	-0.1455	0.0335	0.0448
Si	-0.0087	-0.114	0.2559
Si	-0.0566	0.0173	0.3235
Si	-0.1488	0.2546	-0.1794
Si	0.1751	-0.2019	-0.0406
Si	-0.0974	-0.0878	0.0564
Si	0.0665	-0.2949	0.1167
Si	-0.059	-0.0442	0.0523
Si	0.02	0.0333	0.1717
Si	-0.3307	0.1922	0.9331
Si	-0.0458	0.1118	0.6678
Si	-0.1763	-0.2577	0.378
Si	-1.1069	-0.7242	-0.2843
Si	0.2282	0.1668	0.9166
Si	-0.1346	-0.0864	0.8554
Si	0.353	0.4624	0.6651
Si	0.0186	0.2946	0.7578
Si	-0.1084	0.0845	0.171
Si	-0.0277	-0.1706	-0.3055
Si	0.0987	0.1342	0.1821
Si	0.0744	-0.162	-0.0789
Si	0.5696	0.5617	0.7375
Si	0.2369	-0.15	-0.2937
Si	0.0967	0.1536	0.2223
Si	0.0275	0.3196	-0.0626
Si	-0.3299	-0.0706	0.0786
Si	-0.0376	-0.0747	-0.2276
Si	0.1056	-0.1242	-0.4101
Si	0.3409	-0.1832	0.1822
Si	-0.0985	0.051	-0.1179
Si	0.1487	-0.1225	0.1037
O	-0.0385	0.0786	0.6838
O	0.1911	0.1732	0.285
O	0.1287	-0.1256	0.2903
O	-0.2966	-0.0467	0.0535
O	0.0753	-0.1952	0.3945
O	0.0742	0.1272	0.3949
O	-0.1661	-0.2686	0.4862
O	-0.2617	0.3583	0.5262
O	-0.1116	0.0574	0.2505
O	-0.3019	-0.0193	-0.1139
O	0.0255	-0.0107	0.163
O	0.2071	0.1469	0.9417
O	-0.1315	-0.082	-0.1826
O	0.1245	0.0613	-0.1546
O	-0.0556	0.0688	0.1855
O	0.1508	0.3311	-0.3027
O	0.1007	-0.0408	-0.1355
O	0.064	-0.2244	-0.8093
O	-0.2701	-0.3142	-0.6698
O	0.2164	0.2694	-0.4004
O	0.2899	0.2765	-0.2554
O	0.4826	-0.0399	-0.1225
O	-0.2885	-0.1346	-0.4668
O	0.0973	0.2073	-0.8402
O	-0.1427	-0.2948	-0.7998
O	-0.1422	0.0505	0.0125
O	-0.1386	-0.0874	-0.7755
O	0.0734	0.0215	0.1001
O	-0.0558	-0.3784	-0.2998
O	0.0399	-0.1352	0.0202
O	0.1355	-0.1127	-0.1829
O	0.3042	-0.0989	0.6552
O	0.1846	-0.0718	-0.2477
O	0.0181	-0.1191	-0.1586
O	-0.0191	-0.0506	0.1964
O	-0.2462	0.1322	0.2436
O	-0.1058	0.0155	-0.2369
O	-0.0878	0.2474	0.2482
O	-0.0542	-0.0968	-0.1163
O	-0.1817	-0.2683	-0.5548
O	0.0236	-0.139	0.1617
O	-0.0014	0.1582	0.3969
O	0.0617	0.0009	0.9053
O	-0.0606	0.2651	-0.0687
